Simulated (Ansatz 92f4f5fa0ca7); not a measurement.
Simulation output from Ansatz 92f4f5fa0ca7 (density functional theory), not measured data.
Periodic cell of 208 atoms, Si124O76B8, from a study of silicon, its oxide and their interface. The atomic structure is a simulated model.
Doubt: the cutoff is far below the 930 eV that the study's wrapper takes by default for these files, so forces and energies are approximate.
This geometry differs little from another in the collection (a relaxation step or a small displacement).

Settings: functional PBE; potential files Ansatz PAW; basis plane waves; wave-function cutoff 580 eV; density cutoff ratio 5; exchange-correlation grid ratio 1; k mesh 1 x 1 x 1, Gamma-centred; self-consistency stop 5e-08 eV per atom in the density residual; occupations fixed; spin none; net charge 0.

Cell vectors (angstrom)
a 10.938 0 0
b 0 10.938 0
c 0 0 31.4186

Atoms: element, x, y, z (angstrom)
B 10.1515 0.6893 24.8863
Si 6.0676 10.5336 24.1501
B 1.649 3.1806 25.0863
B 8.9792 2.0101 24.9103
B 0.5075 4.4972 24.9829
Si 4.492 5.4693 23.9002
Si 3.17 7.5521 24.0579
Si 7.6371 8.676 24.0736
Si 1.1679 1.2238 25.1639
Si 7.0436 1.442 25.3339
Si 3.6411 3.8366 25.4228
Si 9.4929 3.9845 25.1161
Si 1.2233 6.511 25.2137
Si 6.6264 6.6902 25.1022
Si 4.1397 9.4641 25.2679
Si 9.5678 9.6708 25.1987
Si 2.7166 -0.0269 26.5574
Si 8.2347 -0.0321 26.7278
Si 0.0075 2.7953 26.6148
Si 5.4447 2.7331 26.5896
Si 2.7206 5.5323 26.7436
Si 8.1603 5.4573 26.5097
Si 0.0063 8.1689 26.5248
Si 5.5001 8.1418 26.6533
Si 4.1018 1.3673 28.0004
Si 9.5708 1.3673 28.0004
Si 1.3673 4.1018 28.0004
Si 6.8362 4.1018 28.0004
Si 4.1018 6.8362 28.0004
Si 9.5708 6.8362 28.0004
Si 1.3673 9.5708 28.0004
Si 6.8362 9.5708 28.0004
Si 0 0 29.3676
Si 5.469 0 29.3676
Si 2.7345 2.7345 29.3676
Si 8.2035 2.7345 29.3676
Si 0 5.469 29.3676
Si 5.469 5.469 29.3676
Si 2.7345 8.2035 29.3676
Si 8.2035 8.2035 29.3676
Si 1.3673 1.3673 30.7349
Si 6.8362 1.3673 30.7349
Si 4.1018 4.1018 30.7349
Si 9.5708 4.1018 30.7349
Si 1.3673 6.8362 30.7349
Si 6.8362 6.8362 30.7349
Si 4.1018 9.5708 30.7349
Si 9.5708 9.5708 30.7349
Si 2.7345 0 0.6835
Si 8.2035 0 0.6835
Si 0 2.7345 0.6835
Si 5.469 2.7345 0.6835
Si 2.7345 5.469 0.6835
Si 8.2035 5.469 0.6835
Si 0 8.2035 0.6835
Si 5.469 8.2035 0.6835
Si 4.1018 1.3673 2.0507
Si 9.5708 1.3673 2.0507
Si 1.3673 4.1018 2.0507
Si 6.8362 4.1018 2.0507
Si 4.1018 6.8362 2.0507
Si 9.5708 6.8362 2.0507
Si 1.3673 9.5708 2.0507
Si 6.8362 9.5708 2.0507
Si 0 0 3.418
Si 5.469 0 3.418
Si 2.7345 2.7345 3.418
Si 8.2035 2.7345 3.418
Si 0 5.469 3.418
Si 5.469 5.469 3.418
Si 2.7345 8.2035 3.418
Si 8.2035 8.2035 3.418
Si 1.3567 1.382 4.8805
Si 6.8085 1.3563 4.7001
Si 4.1509 4.1598 4.8773
Si 9.5368 4.0556 4.7821
Si 1.3481 6.8253 4.6645
Si 6.8492 6.8603 4.8896
Si 4.0206 9.5649 4.7778
Si 9.5952 9.6267 4.9118
Si 2.8107 0.062 6.2615
Si 8.3247 0.3646 6.203
Si 0.0238 2.8439 6.2572
Si 5.8248 2.934 6.1358
Si 2.9237 5.8549 6.0968
Si 8.3397 5.5031 6.2423
Si 0.3735 8.3783 6.1203
Si 5.4627 8.3536 6.211
Si 4.6031 1.2707 7.4302
B 9.0193 2.3205 6.5962
Si 1.2218 4.7073 7.3488
B 7.7977 3.5798 6.5728
B 3.5558 7.812 6.547
Si 10.3216 6.5045 7.3271
B 2.3171 9.0487 6.5586
Si 6.3898 10.2986 7.3843
O 3.8141 1.9989 8.7496
O 6.7998 9.4438 8.7564
O 9.6002 7.0634 8.7207
O 1.9644 4.0339 8.7038
O 3.3366 8.3087 22.56
O 4.318 4.7931 22.3472
O 5.9929 0.2021 22.6063
O 7.893 8.4462 22.453
Si 9.5209 -0.1273 16.9073
Si 4.6449 3.902 20.9962
Si 5.4983 -0.0999 17.076
Si 10.6784 2.2683 15.4117
Si 9.2316 2.3546 12.5547
Si 1.4985 7.8763 11.6992
Si 8.7491 9.6759 14.2559
Si 8.9056 4.3936 16.7907
Si 8.9071 6.4564 14.4979
Si 1.7666 5.9935 16.3854
Si 6.8451 0.2502 12.5163
Si 2.4221 2.5637 18.9758
Si 7.7389 10.7131 19.2067
Si 5.1709 2.4644 13.7742
Si 0.1903 4.5014 18.7276
Si 0.6496 10.4724 13.3017
Si 2.9787 8.0451 20.9939
Si 5.0761 4.6854 11.4801
Si 3.4854 -0.2073 19.4422
Si 4.9059 6.0643 16.7562
Si 5.8437 1.0138 21.2206
Si 8.1681 8.0576 20.9122
Si 8.0255 5.2471 12.0084
Si 2.7934 2.0947 15.8821
Si 9.5748 7.3911 10.3045
Si 6.8934 9.1137 10.338
Si 2.2757 10.01 15.8675
Si 4.7769 8.5719 14.9698
Si 0.5021 8.4934 17.4404
Si 5.5678 6.4798 19.7422
Si 6.1902 3.0857 16.3281
Si 0.1682 7.0015 20.2662
Si 1.0276 2.4236 11.9747
Si 0.8842 5.3404 13.5404
Si 3.0486 3.1881 9.5968
Si 4.5314 7.683 11.8851
O 10.306 5.8121 13.9412
O 4.9254 3.4835 12.5559
O 4.1797 7.1498 20.3188
O 9.127 6.0303 11.0947
O 3.8728 2.5914 14.7635
O 6.5318 10.5318 11.0684
O 1.3402 2.4775 15.2803
O 0.3539 7.7928 18.8695
O 6.9293 7.1287 20.373
O 9.9647 10.227 13.289
O 7.6204 3.4216 17.0236
O 1.0195 10.2266 14.8652
O 0.1896 7.8081 10.6934
O 8.0085 1.351 12.2611
O 1.2538 0.9817 12.7809
O 0.8586 3.0536 19.0824
O 5.6851 1.5643 16.8529
O 1.0959 5.0533 17.5081
O 3.0499 0.4901 15.9073
O 4.1805 10.4809 17.9898
O 5.5152 2.5952 21.4624
O 4.817 8.4679 13.3191
O 5.2875 4.4669 16.5479
O 8.9443 0.4294 18.3278
O 1.7001 9.5995 17.3433
O 4.5291 6.0678 12.1402
O 3.1983 8.7943 15.32
O 1.3494 9.292 12.4646
O 9.5522 4.5827 18.2801
O 2.9648 2.7041 17.4072
O 10.5406 1.0628 16.4871
O 6.6765 10.2807 18.0542
O 4.6232 0.301 20.4601
O 6.4334 2.929 14.7129
O 10.0517 3.6559 15.9254
O 2.8255 9.3978 20.0967
O 8.5602 5.7862 15.9737
O 4.1995 4.224 10.1749
O 8.4229 8.5383 10.6212
O 7.1831 0.8704 20.2846
O 7.3691 9.9441 13.4376
O 8.9579 8.0894 14.6063
O 3.3655 3.398 20.0589
O 9.8998 1.9883 14.0097
O 1.4766 6.4979 12.5659
O 8.6512 3.8502 12.5187
O 5.7414 8.0501 10.8355
O 7.7438 6.1056 13.3851
O 10.0807 9.3043 17.1496
O 8.2569 9.3907 19.9887
O 0.2762 5.3932 20.0765
O 0.8413 7.3502 16.3199
O 1.0176 3.8565 12.8317
O 8.5418 10.5755 15.6175
O 2.1823 2.5161 10.8315
O 9.6424 7.3358 20.8937
O 5.5652 4.8774 20.0667
O 3.0646 7.9948 11.171
O 10.4218 2.2542 11.4207
O 1.7862 5.3235 14.9055
O 3.2889 6.207 16.9028
O 5.3281 7.1302 15.562
O 5.5066 9.8786 15.7166
O 5.6122 6.6287 18.1183
O 6.6659 4.9414 11.1449
O 5.5169 0.9791 13.1602
O 2.3683 0.9765 19.3503
O 1.487 7.3792 21.1402

Results
free energy: -123285.483 eV
free energy less fixed offsets of B -154.04, O -568.88, Si -635.61 eV per atom: -2.643 eV

Forces (eV/angstrom), in the order of the atoms: element, x, y, z
B -0.0416 -0.0468 0.0197
Si 0.0013 -0.0339 0.0193
B 0.1866 0.0307 -0.0742
B -0.0787 -0.0199 -0.0042
B -0.1007 0.0665 -0.0258
Si 0.0254 0.0562 -0.0096
Si 0.0525 0.0047 -0.0179
Si -0.0439 -0.006 -0.0108
Si 0.015 -0.0449 0.0922
Si -0.0555 0.0321 -0.0323
Si 0.0073 -0.0514 -0.0165
Si 0.0361 0.0285 0.0981
Si -0.0576 0.0582 -0.0122
Si -0.0077 -0.0036 -0.0194
Si -0.0121 0.0143 -0.0152
Si 0.0643 -0.0639 -0.0027
Si -0.013 0.0026 -0.0028
Si 0.1274 0.1411 -0.0495
Si -0.0008 -0.0035 0.039
Si -0.0023 0.0022 0.0063
Si -0.0753 -0.1003 -0.023
Si 0.0275 -0.0251 0.0037
Si -0.0137 -0.0039 -0.0103
Si 0.0003 -0.009 -0.0414
Si -0.0578 -0.2762 -0.4555
Si 0.3618 0.0606 0.6539
Si 0.1859 0.4422 0.789
Si -0.2311 0.1042 -0.5202
Si 0.4004 0.4063 0.7029
Si -0.2584 0.0205 -0.8041
Si -0.0983 -0.3561 -0.5838
Si -0.0482 -0.4742 0.5236
Si 0.1321 0.1697 -0.0387
Si -0.0932 -0.0813 -0.0663
Si -0.0854 -0.0778 -0.0841
Si 0.087 0.1018 -0.0951
Si -0.1038 -0.1785 -0.0394
Si 0.0603 0.1122 -0.0021
Si 0.0923 0.0344 -0.0194
Si -0.0499 0.0213 -0.0486
Si 0.0446 -0.0652 -0.0095
Si -0.0472 -0.1163 -0.0122
Si -0.0325 -0.0516 -0.0146
Si -0.063 0.0728 0.0539
Si -0.03 0.0125 -0.0106
Si -0.0071 -0.0481 0.0016
Si -0.0578 -0.0324 0.0662
Si -0.1231 -0.1358 -0.0009
Si -0.0186 0.1558 -0.0309
Si 0.0742 0.0935 -0.0136
Si 0.0988 -0.0479 -0.0657
Si 0.0531 0.0624 0.0069
Si 0.0464 0.0787 -0.0075
Si -0.039 0.1076 -0.041
Si 0.0816 0.0822 0.0037
Si 0.1137 -0.0355 -0.0685
Si -0.0839 -0.1427 0.0931
Si -0.0191 0.0901 0.0739
Si -0.1175 -0.094 0.0881
Si 0.118 0.0487 0.0761
Si 0.0445 0.1585 0.078
Si -0.099 -0.1318 0.0923
Si 0.1174 -0.0757 0.0598
Si -0.1365 -0.1071 0.1004
Si 0.0298 0.1415 0.5682
Si -0.2873 -0.2202 -0.5594
Si 0.2237 0.2506 0.8429
Si -0.203 -0.2694 -0.8101
Si -0.3372 -0.2881 -0.6692
Si 0.2589 0.237 0.4499
Si -0.2266 -0.0657 -1.0487
Si 0.2627 0.2959 0.8523
Si 0.0074 0.0161 -0.012
Si 0.0854 0.0692 0.0321
Si 0.0139 0.02 -0.0232
Si -0.1069 -0.1041 0.0333
Si 0.0752 0.0687 0.0223
Si 0.0085 0.0133 -0.027
Si -0.1007 -0.1058 0.0158
Si 0.0138 0.0174 -0.0267
Si -0.0054 0.0382 -0.0166
Si 0.0069 -0.0133 -0.0267
Si 0.0493 -0.0073 -0.0153
Si -0.0302 -0.0107 -0.0018
Si -0.0068 -0.0224 -0.0302
Si 0.0071 0.0351 -0.0082
Si -0.0179 -0.0056 0.0045
Si 0.0592 0.0018 -0.0075
Si 0.0367 -0.0269 0.0215
B -0.0793 0.0404 -0.0205
Si -0.0344 0.0287 0.0367
B 0.021 -0.073 -0.0048
B -0.0699 0.0418 -0.0002
Si 0.0081 -0.0101 0.0561
B 0.0034 -0.092 -0.0019
Si -0.0176 0.011 0.0651
O -0.0064 0.0007 0.0096
O -0.0061 -0.0075 -0.0091
O -0.0037 -0.0049 -0.0119
O -0.0018 -0.0022 0.0096
O -0.011 -0.0045 -0.0078
O -0.0188 0.019 0.0389
O 0.0009 0.0014 -0.0045
O 0.0109 0.0065 0.0064
Si -0.0005 0.0022 0.0145
Si 0.0104 -0.0269 0.0028
Si 0.0016 -0.0018 0.0091
Si 0.0022 -0.0027 0.0103
Si -0.0053 0.0041 -0.0006
Si 0.0038 0 -0.0059
Si -0.0019 0.0001 0.0092
Si -0.0031 0.0009 0.0085
Si -0.0017 0.0005 0.0058
Si 0.0064 0.0034 0.0027
Si -0.003 0.0013 0.0052
Si 0.0067 -0.0048 0.0113
Si -0.0007 0.0013 0.0126
Si 0.0046 0.001 0.0021
Si -0.003 -0.0014 0.0095
Si 0.0056 -0.0009 0.0056
Si 0.0036 0.0076 0.0287
Si 0.0098 0.002 -0.0002
Si -0.0009 -0.0011 0.0193
Si 0.0036 0.0038 0.0138
Si 0.0001 -0.0018 0.0234
Si -0.0005 -0.0035 0.0154
Si -0.0024 0.0013 -0.0038
Si 0.001 0.0004 0.0097
Si 0.01 0.0031 -0.018
Si -0.0014 -0.0067 -0.0143
Si 0.0009 -0.0025 0.0055
Si -0.0001 -0.0007 0.0035
Si -0.0001 0.0011 0.0091
Si 0.0025 0.0021 0.0015
Si 0.0021 0.0022 0.0092
Si -0.0033 0.0063 0.0168
Si -0.0023 0.0017 0.0022
Si 0.002 0.0064 0.0045
Si -0.0026 -0.0062 -0.0382
Si -0.0042 0.0009 -0.0092
O 0.0015 -0.0002 -0.0046
O -0.0017 -0.0034 0.0031
O 0.0005 -0.0014 -0.0099
O -0.0023 -0.0085 0.0085
O 0.0031 0.0013 -0.0043
O 0.0017 0.0116 0.0146
O 0.0007 0.0007 -0.0036
O 0.0022 -0.0002 -0.0087
O 0.0046 0.0042 -0.0026
O 0.0029 0.0005 -0.0055
O 0.0008 0.0024 -0.0081
O 0.0037 0.0013 -0.0056
O 0.0021 0.0036 0.0108
O 0.0071 0.0057 0.0012
O 0.0012 0 -0.0012
O 0.0004 0.0022 -0.0059
O -0.0005 0.0041 -0.0055
O -0.0002 -0.0001 -0.0068
O 0.0008 0.0004 -0.0057
O 0.0021 0.002 -0.0087
O -0.0005 0.0014 -0.0085
O 0.0002 0.002 0.003
O 0.0017 -0.0025 -0.0066
O 0.005 -0.0004 -0.0116
O 0.0017 0.0004 -0.0089
O 0.0033 0.0031 -0.0004
O 0.0009 0.0041 -0.0037
O -0.0033 0.0046 0.0018
O 0.0025 0.0011 -0.0074
O 0.0007 0.001 -0.0015
O -0.0009 0.003 -0.0082
O 0.0003 0.0004 -0.0046
O 0.0082 0.0026 -0.0106
O -0.001 -0.0008 -0.0062
O 0.0024 -0.0005 -0.0057
O 0.0051 0.0001 -0.0104
O 0.0028 0.0007 -0.0044
O -0.002 0.0002 0.0073
O -0.0003 0.0014 0.0118
O -0.003 -0.0021 -0.0055
O 0.0049 -0.0001 -0.0038
O 0.0013 0.0003 -0.0049
O 0.0008 0.0012 -0.0187
O 0.0014 0.0033 -0.0033
O -0.0009 0.0047 -0.0009
O 0.0015 -0.0068 -0.0024
O -0.0007 -0.0023 0.0055
O 0.0013 0.0019 -0.0021
O 0.0015 0.001 -0.0058
O 0.0006 -0.0012 -0.0086
O 0.0031 -0.0016 -0.0063
O -0.0002 0.0008 -0.0051
O 0.0019 -0.0049 -0.0043
O 0.0021 0.0017 -0.0051
O 0.0074 0.0041 0.0069
O -0.002 0.0006 -0.0055
O 0.0012 -0.0014 -0.0089
O 0.0024 0 0.0087
O 0.0004 -0.0006 0.0017
O 0.0001 -0.0003 -0.0036
O -0.002 0.0006 -0.0057
O 0.0011 0.0022 -0.006
O 0.001 0.0014 -0.0042
O -0.0012 0.0001 -0.0066
O -0.002 -0.0007 0.0005
O 0.0015 0.0017 -0.0043
O 0.0046 0.0042 -0.0119
O 0.0005 0.0018 -0.006

The program warned: the cutoff lies below the one the program advises for these potential files; the forces do not sum to zero within the program's tolerance; the exchange-correlation potential is rough where the density is thin.
